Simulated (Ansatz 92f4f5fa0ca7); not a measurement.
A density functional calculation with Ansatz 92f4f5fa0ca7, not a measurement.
Periodic cell of 276 atoms, Si168O108, from a study of silicon, its oxide and their interface. The atomic structure is a simulated model.
Doubt: the cutoff is far below the 930 eV that the study's wrapper takes by default for these files, so forces and energies are approximate.
This geometry differs little from another in the collection (a relaxation step or a small displacement).

Settings: functional PBE; potential files Ansatz PAW; basis plane waves; wave-function cutoff 580 eV; density cutoff ratio 5; exchange-correlation grid ratio 1; k mesh 1 x 1 x 1, Gamma-centred; self-consistency stop 5e-08 eV per atom in the density residual; occupations fixed; spin none; net charge 0.

Cell vectors (angstrom)
a 11.6015 0 0
b 0 13.3963 0
c 0 0 30.7385

Atoms: element, x, y, z (angstrom)
Si -0.0654 0.0611 23.9638
Si 3.9114 -0.0493 24.2537
Si 7.5634 -0.0715 24.2255
Si 1.8801 3.401 23.6624
Si 5.657 3.2581 24.0865
Si 9.4833 3.3867 23.9673
Si 0.059 6.7388 23.9005
Si 4.0337 6.6301 23.7772
Si 7.8824 6.7368 24.3352
Si 1.8536 10.1401 24.0224
Si 5.7429 10.2081 24.146
Si 9.596 10.0919 23.93
Si -0.0654 2.3262 24.6093
Si 3.6949 2.2404 24.8033
Si 7.6403 2.2036 24.8452
Si 2.0176 5.5963 24.5877
Si 5.8646 5.5422 24.7838
Si 9.7939 5.5505 24.9181
Si -0.0618 8.953 24.741
Si 3.8324 8.9052 24.6089
Si 7.6817 9.0256 24.8481
Si 1.8679 12.3353 24.845
Si 5.7405 12.2789 25.273
Si 9.6234 12.299 24.7819
Si -0.0289 2.2677 27.065
Si 3.768 2.2473 27.1801
Si 7.688 2.2246 27.2056
Si 1.9714 5.5797 27.0427
Si 5.821 5.57 27.1645
Si 9.7473 5.5508 27.259
Si -0.022 8.9291 27.1334
Si 3.8517 8.8977 27.0621
Si 7.7262 8.9575 27.2032
Si 1.9014 12.2987 27.2031
Si 5.7757 12.2698 27.5235
Si 9.6621 12.2902 27.1681
Si 1.863 1.1279 27.9767
Si 5.7313 1.1642 28.0094
Si 9.6566 1.1366 27.946
Si 0.0806 4.4535 27.9718
Si 3.8649 4.4837 27.9574
Si 7.756 4.4615 27.9744
Si 1.924 7.7996 27.9174
Si 5.7891 7.8172 27.9488
Si 9.6641 7.8144 27.9716
Si -0.0182 11.1544 27.9672
Si 3.8047 11.1075 27.9931
Si 7.7673 11.1588 28.0319
Si 1.9336 1.1164 30.3436
Si 5.8008 1.1164 30.3436
Si 9.6679 1.1164 30.3436
Si 0 4.4654 30.3436
Si 3.8672 4.4654 30.3436
Si 7.7343 4.4654 30.3436
Si 1.9336 7.8145 30.3436
Si 5.8008 7.8145 30.3436
Si 9.6679 7.8145 30.3436
Si 0 11.1635 30.3436
Si 3.8672 11.1635 30.3436
Si 7.7343 11.1635 30.3436
Si 0 0 0.3944
Si 3.8672 0 0.3944
Si 7.7343 0 0.3944
Si 1.9336 3.3491 0.3944
Si 5.8008 3.3491 0.3944
Si 9.6679 3.3491 0.3944
Si 0 6.6981 0.3944
Si 3.8672 6.6981 0.3944
Si 7.7343 6.6981 0.3944
Si 1.9336 10.0472 0.3944
Si 5.8008 10.0472 0.3944
Si 9.6679 10.0472 0.3944
Si -0.0235 -0.0065 2.7709
Si 3.8625 -0.0113 2.7983
Si 7.6939 -0.0128 2.7298
Si 1.9569 3.31 2.7661
Si 5.7436 3.3477 2.7411
Si 9.704 3.4027 2.7584
Si -0.0053 6.7033 2.7482
Si 3.9158 6.7434 2.7538
Si 7.7989 6.701 2.7958
Si 1.9542 10.0472 2.7872
Si 5.8306 10.0717 2.8002
Si 9.6849 10.0526 2.7771
Si -0.0032 2.2257 3.5496
Si 3.8547 2.1893 3.6806
Si 7.7305 2.2534 3.3139
Si 1.9615 5.5897 3.3791
Si 5.8474 5.5739 3.4924
Si 9.7313 5.5958 3.7144
Si 0.0223 8.9221 3.5621
Si 3.9069 8.9676 3.626
Si 7.7636 8.9399 3.6044
Si 1.9182 12.2855 3.5866
Si 5.798 12.2966 3.668
Si 9.6125 12.3036 3.5446
Si -0.0338 2.2089 5.9198
Si 3.8159 2.1625 6.1385
Si 7.7103 2.2615 5.5909
Si 2.0458 5.6075 5.6729
Si 5.9378 5.5228 5.8255
Si 9.865 5.5689 6.2094
Si 0.0599 8.8943 5.9311
Si 3.9697 8.9764 6.0376
Si 7.7927 8.9217 5.9971
Si 1.9234 12.2624 5.975
Si 5.8451 12.3383 6.115
Si 9.5813 12.3376 5.9101
Si 1.7458 1.0249 6.9162
Si 5.9363 1.2541 6.7842
Si 9.5234 1.2277 6.6399
Si 0.3565 4.3753 6.7458
Si 3.9395 4.4944 6.5158
Si 7.8644 4.3641 6.6277
Si 2.0437 7.7652 6.6416
Si 5.8924 7.6946 6.6923
Si 9.7442 7.8735 6.8688
Si -0.094 11.17 6.5441
Si 3.8697 11.2446 6.8584
Si 7.7538 11.1305 6.9028
O 3.7454 4.7525 8.1514
O -0.5301 11.2577 8.1368
O 7.8231 11.0419 8.587
O 7.7882 3.931 8.2508
O 1.0815 4.0841 8.2573
O 9.1308 1.5487 8.255
O 9.709 8.1863 8.5252
O 6.449 1.5939 8.3666
O 2.1805 7.5462 8.2844
O 1.2591 0.9244 8.5335
O 3.7252 11.3935 8.5226
O 6.0205 7.269 8.2976
O 9.1376 3.5045 22.3242
O 9.3298 5.7228 20.5349
O 9.4518 10.1576 22.2642
O 4.3525 -0.3392 22.6607
O 11.532 0.0676 22.2892
O 5.293 2.9827 22.4848
O 7.0878 13.1027 22.6283
O 1.6973 10.52 22.4046
O 11.6732 6.8262 22.2208
O 1.9421 3.4319 21.9577
O 8.8854 10.0858 19.5916
O 4.3438 6.3933 22.1423
Si 8.1618 2.0622 11.9855
Si 7.8276 2.3927 8.8413
Si 2.4972 4.2916 9.0965
Si 6.9349 10.7982 9.9511
Si 0.3719 13.875 18.2067
Si 7.9637 10.1975 12.8796
Si 6.4876 0.2026 16.7673
Si 3.3392 1.5936 10.692
Si 3.6865 7.7701 11.6926
Si 11.3366 7.2442 15.3003
Si 0.9474 7.0355 20.8438
Si 5.3861 7.8072 18.2549
Si 15.1325 10.6286 12.5821
Si 5.583 -2.103 14.7273
Si 2.5378 -1.5203 18.7229
Si -0.3739 11.2191 9.737
Si 8.7121 2.6543 20.9739
Si 17.4614 5.785 15.8379
Si 12.7135 4.3803 14.9896
Si 2.2069 3.0011 17.6175
Si -1.1437 11.7097 14.0241
Si 10.6065 13.6139 20.9487
Si 8.6968 5.9341 14.4048
Si 5.7289 12.3232 22.1158
Si 12.8748 9.8593 14.5636
Si 15.8261 12.1408 9.8955
Si 4.9339 0.1282 19.5265
Si 16.7782 2.7591 13.0134
Si 5.0345 16.2031 16.0813
Si 13.0093 9.9238 20.9229
Si 8.3435 7.3988 11.8526
Si 9.5091 0.4397 16.1388
Si 5.1561 5.8884 20.8054
Si 10.6494 7.0173 18.2349
Si 6.1055 7.7444 9.8401
Si 8.1695 8.6804 19.175
Si 1.7124 7.0363 9.7574
Si -0.9982 8.2235 9.8997
Si -1.6747 10.5838 20.7561
Si 10.0669 -0.1761 11.4524
Si 9.962 16.4817 14.3148
Si 1.5597 4.1882 20.5323
Si 3.7187 9.8898 16.6725
Si 5.5329 2.9386 20.8764
Si 8.118 6.5003 21.2479
Si 0.8636 0.4215 10.0529
Si 3.7919 5.3346 13.6466
Si 10.165 4.6492 19.6436
O -0.0579 0.8119 19.7521
O 2.2105 3.5744 19.1598
O 11.6929 7.025 9.8037
O 6.9176 10.7987 13.9596
O 11.5388 4.2061 20.389
O 4.3049 1.8924 11.9523
O 4.8004 7.2273 10.6468
O 4.8577 4.3676 12.8312
O 7.7447 8.5789 12.8166
O 8.4622 6.7732 22.7802
O 4.23 9.152 12.381
O 3.7256 2.7538 17.0593
O 9.7366 7.9429 11.2319
O 7.129 2.7085 20.692
O 9.2215 4.4502 14.819
O 2.3683 9.6455 15.7698
O 7.379 7.0611 10.5877
O 8.1031 0.154 16.9046
O 9.4004 2.7808 12.7953
O 11.4562 7.5123 16.9132
O 13.061 3.9974 16.5486
O 5.8388 11.9946 10.0391
O 4.8783 1.6683 20.0877
O 1.8867 1.0322 11.1688
O 6.7593 2.3506 12.801
O 6.1609 1.7529 16.5064
O 2.2195 5.5229 10.1296
O 5.7535 13.2456 18.159
O 4.6631 2.4256 14.5302
O 9.3116 1.1686 21.2034
O 10.6663 13.8451 17.266
O 3.4737 11.4455 11.1725
O 2.2972 10.7387 19.8529
O 12.1126 5.8785 14.9302
O 4.1012 8.6562 17.6857
O 3.4272 11.2353 17.5302
O 0.9177 -1.2298 10.1068
O 11.5959 16.7349 14.3596
O 7.9412 2.5771 10.4531
O 9.222 7.8162 18.2663
O 12.7074 12.4154 18.1583
O 4.5365 6.044 14.9208
O 11.5551 7.2637 19.5679
O 14.0976 4.4293 14.1024
O 10.8613 12.7403 12.8099
O 9.3166 3.2736 19.5762
O 5.8228 4.2162 16.2374
O 7.8813 7.9444 20.5835
O 2.049 10.2983 13.1892
O 1.882 8.3621 20.9428
O -1.6661 11.9116 10.4676
O 8.5583 6.0711 12.7734
O 5.6763 12.4625 20.5148
O 8.6126 0.4743 11.8523
O 10.392 5.3786 18.1921
O 3.0419 2.9591 9.8523
O 9.4671 10.5604 13.4067
O 3.3618 13.1357 19.3363
O 5.0385 -3.2666 15.7401
O 3.9643 13.7608 9.7931
O 6.7321 5.6819 21.1785
O 6.7011 8.7981 18.4488
O 12.0381 8.4558 14.4655
O 9.9754 12.1839 20.5455
O 7.7336 10.7909 11.3717
O 6.1598 9.3713 9.8281
O 4.9625 7.0143 19.6338
O -0.6166 0.8903 10.5942
O 7.2369 6.1719 15.0707
O 5.7855 10.7303 22.5394
O 5.9281 -0.7472 15.5594
O 3.3298 6.5982 12.7513
O 4.8313 4.3356 20.316
O 5.7921 6.671 17.1795
O 9.6784 12.5701 15.1448
O -0.1717 9.9899 20.5215
O 2.31 8.0717 10.8658
O -2.0498 1.8475 15.3007
O 4.4015 11.5506 13.6203
O 1.4033 1.5934 17.6399
O 11.3636 9.6538 10.1522
O 1.9729 5.7768 20.6186
O 0.1565 11.0437 14.7601
O 9.7532 7.0759 14.9221

Results
free energy: -168220.757 eV
free energy less fixed offsets of O -568.88, Si -635.61 eV per atom: 0.763 eV

Forces (eV/angstrom), in the order of the atoms: element, x, y, z
Si 0.0094 0.0013 0.0179
Si -0.005 0.0108 0.01
Si 0.0022 -0.0106 0.0072
Si 0.0021 -0.0155 0.0354
Si 0.0149 0.004 0.0055
Si -0.0112 0.0014 -0.0108
Si -0.0196 0.0004 0.0249
Si 0.0379 0.0109 0.0815
Si -0.0491 -0.0314 -0.1096
Si -0.0009 -0.0055 0.0143
Si -0.0105 -0.0015 0.0065
Si -0.0217 -0.0116 0.0085
Si -0.0139 0.009 -0.007
Si -0.0167 0.0015 -0.0218
Si -0.0111 0.0072 -0.0276
Si 0.0161 -0.005 -0.0245
Si 0.0278 0.0216 -0.0316
Si 0.0306 0.0212 -0.0059
Si 0.005 0.0086 -0.0344
Si -0.0241 0.0007 -0.0182
Si 0.0176 -0.0128 -0.0231
Si -0.0052 -0.0001 -0.0255
Si 0.0146 -0.0056 -0.039
Si 0.0152 0.0046 -0.0201
Si 0.0023 0.0014 -0.0113
Si 0.0028 -0.0056 0.0166
Si -0.0085 -0.0018 0.0007
Si 0.0013 0.0084 -0.0088
Si -0.001 -0.0074 0.0074
Si 0.0057 0.001 -0.0027
Si -0.0107 -0.005 0.0033
Si -0.0017 -0.0003 -0.0092
Si -0.0042 -0.0029 0.0041
Si 0.0057 -0.0048 0.0075
Si -0.0018 0.0023 0.0008
Si -0.0013 -0.0026 -0.0072
Si -0.0023 -0.0012 -0.0017
Si -0.0019 -0.0041 0.0025
Si -0.006 -0.0057 0.0048
Si -0.0066 -0.0056 -0.0035
Si 0.0132 0.0033 0.0029
Si -0.0022 -0.0029 0.0041
Si 0.0083 -0.003 0.0007
Si -0.0032 0.0042 0.0058
Si 0.0096 0.0007 0.0124
Si 0.0033 0.0006 -0.004
Si 0.0024 -0.0013 -0.005
Si 0.0035 -0.0029 -0.012
Si -0.1769 0.0979 0.0086
Si -0.1033 0.2663 0.2204
Si 0.0816 0.0113 -0.0802
Si 0.2329 -0.0926 -0.0544
Si -0.0327 -0.0011 -0.142
Si 0.0123 0.0092 0.0797
Si 0.0138 -0.0583 -0.2976
Si -0.1314 -0.013 -0.1301
Si 0.0118 0.0143 -0.1102
Si -0.0724 -0.058 -0.0186
Si -0.269 -0.2683 0.1687
Si 0.2242 -0.0351 0.4104
Si 0.0238 -0.0122 0.08
Si 0.0758 0.0268 0.1285
Si -0.1294 -0.1958 -0.3304
Si 0.0504 -0.1557 0.0969
Si -0.284 -0.072 -0.11
Si 0.1332 0.2135 -0.0903
Si -0.1697 0.0236 -0.165
Si 0.1416 0.1551 -0.0757
Si 0.2474 0.0189 0.1606
Si 0.0867 0.0644 0.2256
Si 0.0522 0.087 0.1921
Si -0.0077 0.0256 0.2121
Si -0.0038 -0.0025 -0.0029
Si -0.0026 0.0018 -0.007
Si -0.0051 -0.0045 -0.0029
Si 0.0027 -0.0049 -0.003
Si -0.001 -0.0024 0.0017
Si 0.005 0.0049 -0.003
Si -0.0027 0.002 -0.0014
Si -0.0072 0.0002 -0.0034
Si 0.0003 -0.001 -0.0058
Si -0.0001 -0.0003 -0.0029
Si -0.002 0.0051 -0.0057
Si -0.0028 0.0023 -0.001
Si 0.0035 0.0011 -0.0025
Si 0.0019 0.0051 0.0078
Si -0.0012 0.0015 0.0073
Si -0.0036 0.0003 0.0033
Si -0.004 -0.0002 -0.0106
Si -0.0013 0.003 0.0198
Si -0.0023 0.0023 0.0069
Si -0.0033 -0.0022 0.005
Si 0.0023 -0.0016 -0.0044
Si -0.0031 -0.0015 0.0057
Si -0.0021 0.0013 0.01
Si -0.0057 -0.002 -0.0085
Si 0.0016 -0.004 0.0166
Si -0.0138 -0.0052 0.0148
Si -0.0043 -0.0053 0.014
Si 0.0087 0.0031 0.0264
Si 0.0168 -0.0017 0.0227
Si 0.0166 0.004 -0.0017
Si -0.0093 -0.0028 0.0322
Si -0.0049 -0.0025 0.0171
Si 0.0021 -0.0054 0.0176
Si 0.007 -0.0092 0.0258
Si 0.0041 0.0069 0.0184
Si 0.0041 -0.0051 0.0309
Si 0.0079 0.0181 -0.025
Si -0.0072 -0.0032 -0.0262
Si -0.0039 -0.0065 -0.0145
Si -0.0006 0.0033 0.0013
Si -0.0085 -0.0059 0.0015
Si -0.0027 0.004 -0.0162
Si 0.0102 0.0139 -0.0126
Si -0.005 0.0085 -0.0249
Si -0.0057 -0.0106 -0.026
Si -0.0019 0.0024 -0.0016
Si 0.0071 -0.0087 -0.0231
Si 0.005 0.0102 -0.0207
O -0.0041 -0.0009 -0.0085
O 0.0008 0.0089 0.0174
O -0.0207 -0.0093 0.0393
O -0.0018 -0.013 -0.0038
O 0.011 0.0082 0.0037
O -0.0124 0.0089 0.0059
O 0.0155 0.0089 0.0232
O 0.0088 0.0093 0.0067
O -0.0184 -0.0081 0.0336
O -0.0118 -0.0154 0.0391
O 0.0044 0.0142 0.025
O -0.0026 0.0033 0.026
O -0.0038 -0.0212 -0.051
O 0.0629 -0.0235 -0.0256
O 0.009 0.0164 -0.005
O 0.0183 -0.0046 -0.0003
O -0.0185 0.0049 -0.0337
O -0.0075 -0.01 -0.0188
O -0.0005 -0.0042 0.0064
O -0.0034 -0.0064 -0.0087
O 0.0118 -0.0059 -0.0295
O -0.0083 0.0141 -0.0568
O 0.0089 0.0057 0.0199
O -0.047 0.0119 -0.0527
Si -0.0081 -0.0064 0.0235
Si 0.0059 -0.0024 -0.0136
Si -0.0151 -0.0112 -0.0157
Si 0.0171 0.0032 -0.0116
Si 0.0145 -0.009 -0.0137
Si -0.0022 -0.004 0.0207
Si -0.0114 -0.0042 -0.0016
Si -0.0111 0.0104 0.0265
Si -0.0067 -0.0023 0.0082
Si -0.0043 -0.001 0.0202
Si -0.0065 -0.0187 0.0004
Si 0.0054 -0.0094 -0.0002
Si 0.006 -0.0019 0.0189
Si -0.008 -0.0067 0.0049
Si -0.0099 -0.0006 -0.0205
Si 0.0261 0.0083 -0.0221
Si 0.0009 0.0324 0.0198
Si -0.0041 0.0038 0.0036
Si 0.0028 0.0003 0.0153
Si 0.0014 -0.0034 -0.0074
Si 0.0027 0.0066 0.0011
Si 0.0071 0.0021 0.0049
Si -0.0108 0.0041 0.0021
Si -0.0048 -0.0144 0.0202
Si 0.01 0.0049 0.0087
Si -0.0054 -0.0064 -0.0074
Si -0.0024 0.0067 -0.0278
Si 0.0021 -0.0006 0.0102
Si -0.0045 -0.003 0.0002
Si -0.0009 -0.0042 -0.0014
Si 0.0002 0.0062 0.02
Si 0.0082 0.0005 0.0002
Si -0.0492 -0.0184 -0.0405
Si -0.0163 -0.0138 -0.0073
Si -0.0051 0.006 0.007
Si -0.0163 -0.0132 -0.0131
Si -0.0429 0.0262 -0.0009
Si 0.0003 -0.0091 -0.0002
Si -0.0091 0.0085 -0.0066
Si 0.0079 0.0113 0.0219
Si -0.0072 -0.0023 0.0024
Si 0.017 0.0057 0.0079
Si 0.0087 0.0032 -0.0056
Si 0.0237 0.0372 -0.0057
Si 0.0075 0.0697 -0.0294
Si 0.0103 -0.0014 -0.0017
Si 0.0131 0.0105 0.0087
Si -0.0048 -0.0001 -0.0255
O 0.0012 0.0014 0.0057
O -0.0004 -0.0089 -0.0114
O 0.0596 0.0043 -0.0291
O 0.0012 0.0011 -0.0088
O -0.0022 0.0003 0.0134
O 0.007 0.0062 -0.0054
O -0.0215 0.0097 -0.0081
O -0.0024 -0.0034 -0.0089
O -0.0006 0.0049 -0.0123
O 0.1061 0.0472 0.1352
O -0.0029 -0.0012 -0.0174
O 0.0051 0.0011 0.0006
O -0.0112 -0.0018 -0.0064
O -0.0062 -0.0124 0.0152
O 0.0007 0.0006 -0.0031
O -0.0065 -0.002 -0.0056
O -0.0022 0.0048 -0.0101
O 0.009 0.001 0.0008
O 0.0107 0.0054 -0.0056
O 0.007 0.0028 -0.0092
O 0.0005 0.0034 -0.0066
O 0.0001 0.006 -0.0153
O -0.0056 -0.0176 0.008
O 0.0009 -0.0014 -0.0169
O -0.0023 0.0025 -0.0136
O -0.0021 0.0092 -0.0016
O 0.0014 0.0068 -0.0068
O 0.007 0.0008 0.003
O -0.0036 0.0006 -0.0056
O 0.0177 -0.0149 0.0034
O -0.0143 0.0029 -0.0011
O -0.0017 -0.0072 -0.0029
O 0.0037 0.0073 -0.0001
O 0.0046 -0.0029 -0.0126
O -0.0046 -0.0013 0.0064
O 0.0002 -0.0032 0.0035
O -0.0244 -0.0032 -0.0358
O 0.0024 0.0004 -0.0087
O 0.0025 0.0014 -0.0024
O 0.0102 -0.0033 0.0075
O 0.002 -0.0013 0.0114
O 0.0067 -0.0061 0.0003
O 0.009 0.0034 0.0098
O -0.0046 -0.0039 -0.0076
O -0.0025 -0.009 -0.0054
O -0.0106 -0.017 0.0096
O 0.0019 0.0121 0.001
O 0.0316 0.0154 -0.0076
O -0.0081 0.0012 -0.0065
O 0.0015 -0.0009 0.0137
O 0.0029 0.0058 -0.0173
O 0.0025 -0.0078 -0.0058
O -0.0016 0.002 -0.0019
O 0.0006 -0.001 -0.0192
O 0.0077 0.0076 0.0015
O 0.0062 -0.0109 -0.0075
O -0.0005 0.0004 -0.0095
O 0.001 -0.0006 0.0163
O 0.0012 -0.0004 -0.0038
O 0.0011 -0.0024 -0.0222
O -0.0822 -0.0873 0.0541
O -0.0079 -0.0006 0.0131
O 0.0005 -0.001 -0.0127
O -0.0044 -0.016 0.0173
O 0.0019 -0.0062 -0.0058
O -0.001 -0.0183 -0.0194
O 0.0041 0.0302 -0.0307
O -0.0123 -0.0117 -0.0106
O 0.0066 -0.0067 -0.0049
O -0.0001 0.023 -0.0046
O 0.0016 0.0018 -0.0022
O 0.0032 -0.0026 -0.0189
O -0.0167 -0.0327 0.0013
O -0.003 -0.0149 -0.0074
O -0.0029 -0.0003 0.0012
O -0.0004 -0.0032 0.0106
O 0.0163 -0.0226 -0.0165
O 0.0005 -0.0021 0.001
O 0.0017 0.0043 -0.0102
O -0.0009 0.0007 0.0053
O -0.0057 0.0088 -0.0265
O -0.0176 0.0094 0.0099
O -0.0012 -0.0022 -0.0016
O 0.0011 -0.0025 -0.0085

The program warned: the cutoff lies below the one the program advises for these potential files; the forces do not sum to zero within the program's tolerance; the exchange-correlation potential is rough where the density is thin.
